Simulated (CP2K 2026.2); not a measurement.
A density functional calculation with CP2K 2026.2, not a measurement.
Periodic cell of 432 atoms, Si324O108, from a study of silicon, its oxide and their interface. The atomic structure is a simulated model.
Doubt: the forces sum to 2.46 eV/angstrom along one axis rather than to zero, so they err by at least 0.0057 eV/angstrom per atom on average; the grid cutoff is modest.

Settings
functional: PBE
method: Gaussian and plane waves
basis set: DZVP-MOLOPT-SR-GTH
pseudopotentials: GTH-PBE
grid cutoff: 300 Ry, relative cutoff 40 Ry
k points: Gamma only
occupations: fixed
spin: none
net charge: 0

Cell vectors (angstrom)
a	16.32	0	0
b	0	16.32	0
c	-0.1843	2.2262	29.3832

Atoms and the computed forces on them: element, x, y, z (angstrom), force x, y, z (eV/angstrom)
Si	1.6729	-1.6455	0.1323	-0.1702	0.1066	0.7245
Si	3.7784	1.6332	-0.0227	0.3351	-0.2802	0.7381
Si	1.6075	3.9291	-0.0027	-0.3661	0.218	0.7507
Si	4.2994	6.4969	0.0877	-0.0589	0.1714	0.7374
Si	0.993	-6.5879	0.0589	0.202	-0.0266	0.6852
Si	3.9547	-3.7635	0.2893	0.0006	-0.1759	0.6955
Si	6.9013	-1.3106	0.1942	0.0795	-0.0878	0.6961
Si	9.8374	1.209	-0.0102	-0.1876	0.0708	0.7231
Si	6.5589	4.3547	0.043	0.0698	-0.2141	0.7585
Si	9.3929	6.874	0.0243	0.2662	-0.1578	0.6873
Si	7.1138	9.0861	-0.0366	-0.2572	0.29	0.7595
Si	-6.7366	-4.3819	-0.0891	-0.1472	0.3636	0.709
Si	-4.2862	-1.0326	-0.036	0.0517	-0.2262	0.7054
Si	-1.7377	1.7351	-0.0332	0.3663	-0.3351	0.6643
Si	-3.8605	4.0382	0.4138	-0.244	0.022	0.7178
Si	-1.4972	6.7037	0.3121	0.2476	0.077	0.6673
Si	-4.3618	-6.4792	-0.1286	0.2235	-0.3067	0.7305
Si	-1.1901	-4.3454	-0.011	-0.0798	0.1762	0.6997
Si	2.7624	0.0115	1.3543	0.0105	0.0237	-0.0089
Si	5.4097	2.7333	1.3069	-0.0077	-0.0056	-0.0595
Si	2.7238	5.4163	1.4128	0.0148	-0.0092	-0.0378
Si	5.4629	8.1069	1.321	-0.002	0.0126	-0.0555
Si	2.6707	-5.4433	1.3306	-0.0001	-0.0414	-0.0366
Si	5.5737	-2.7047	1.5544	0.0011	0.0283	-0.0368
Si	8.226	0.1417	1.3959	0.0549	0.012	-0.055
Si	-5.4548	2.7279	1.4518	-0.0035	-0.0217	-0.0509
Si	8.1589	5.4179	1.3822	-0.027	0.0034	-0.0271
Si	-5.373	8.1522	1.2496	0.0162	0.0012	-0.0496
Si	8.1204	-5.5441	1.307	-0.0024	-0.0217	-0.0627
Si	-5.5239	-2.695	1.1411	-0.0126	-0.0206	-0.0378
Si	-2.738	0.0676	1.3266	-0.0081	-0.0049	-0.0551
Si	-0.0173	2.7503	1.2553	0.0077	0.0058	-0.0459
Si	-2.702	5.4467	1.7908	0.0013	-0.0101	0.0064
Si	-0.0441	8.1469	1.4371	0.0101	0.0332	-0.0307
Si	-2.7755	-5.4516	1.2992	-0.0014	-0.0176	-0.0244
Si	-0.0011	-2.776	1.3201	-0.0123	-0.0113	-0.0583
Si	1.3217	1.3547	2.6584	0.0016	0.0113	0.0248
Si	4.0728	4.0452	2.7563	0.0332	0.0238	0.0389
Si	1.3819	6.814	2.7414	-0.0071	-0.0094	0.0141
Si	4.0775	9.5016	2.6427	0.0009	-0.0013	0.0275
Si	1.3365	-4.1041	2.7463	-0.0118	0.0223	0.0201
Si	4.1485	-1.2847	2.7725	-0.0345	-0.0165	0.0367
Si	6.7992	1.4417	2.7157	-0.0282	-0.0049	0.0054
Si	9.4745	4.067	2.7626	0.0152	0.0094	0.0166
Si	6.8115	6.7936	2.7471	-0.0053	-0.0124	0.0413
Si	9.5451	-6.8501	2.6665	-0.003	-0.01	0.0468
Si	6.8477	-4.1905	2.7704	0.0402	0.012	0.0145
Si	-6.7956	-1.3711	2.6598	0.0203	0.0066	0.0251
Si	-4.0595	1.3748	2.7789	0.0135	-0.0152	0.0432
Si	-1.2446	4.0201	2.853	0.0341	-0.0351	0.0247
Si	-4.1494	6.8893	2.8345	-0.0329	0.0094	0.0265
Si	-1.4581	-6.8165	2.7366	0.0106	0.024	0.0281
Si	-4.129	-4.014	2.5931	-0.0006	0.0162	0.0163
Si	-1.3603	-1.349	2.6286	-0.0184	-0.0215	0.0085
Si	-0.0138	-0.0106	4.0363	0.0014	0.0212	0.0012
Si	2.6898	2.6912	4.0746	-0.0019	-0.0168	-0.014
Si	0.0651	5.4487	4.1446	0.0066	-0.0058	0.0001
Si	2.7483	8.1697	4.0691	0.02	-0.0021	0.0114
Si	-0.0507	-5.4526	4.0763	0.0077	-0.0224	-0.0108
Si	2.7298	-2.7014	4.0567	0.0113	-0.022	-0.02
Si	5.4833	0.0592	4.1152	-0.0047	0.0227	0.0161
Si	8.1307	2.7437	4.1312	-0.0166	-0.0082	0.0212
Si	5.4405	5.4282	4.0954	0.0005	-0.0065	-0.0065
Si	8.1797	-8.1652	4.0826	0	0.0147	0.0041
Si	5.4183	-5.4903	4.0744	-0.0046	-0.0375	0.0166
Si	8.1931	-2.742	4.059	0.0018	0.012	-0.0143
Si	-5.4327	-0.035	4.0696	-0.0296	0.0219	-0.0154
Si	-2.687	2.6987	4.1464	-0.0195	0.0114	0.0121
Si	-5.4923	5.454	4.112	0.0034	0.0073	-0.0025
Si	-2.7576	8.1943	4.1691	0.0155	0.0112	0.0219
Si	-5.4405	-5.4158	4.0044	0.0068	-0.0256	-0.0324
Si	-2.7453	-2.6986	3.9975	-0.0088	-0.0049	-0.0017
Si	1.3379	-1.4155	16.3525	0.0163	-0.0061	0.01
Si	4.0203	1.3308	16.2889	-0.0145	0.0027	0.0089
Si	1.3657	4.0765	16.3657	-0.0034	-0.002	-0.0049
Si	4.0721	6.799	16.3387	-0.0034	0.028	-0.002
Si	1.3606	-6.7517	16.3594	-0.0137	-0.0014	0.0016
Si	4.0503	-4.0321	16.2834	-0.0053	-0.0244	-0.0121
Si	6.772	-1.3324	16.2689	-0.0112	-0.0053	-0.0035
Si	-6.8197	1.3694	16.2674	0.0124	0.0119	-0.0126
Si	6.8114	4.12	16.3254	0.0096	-0.0055	0.0235
Si	-6.7528	6.8014	16.3366	-0.0015	0.0015	0.0109
Si	6.7698	-6.8825	16.2328	-0.0108	0.0041	-0.0153
Si	-6.765	-4.0825	16.2083	-0.0231	0.0145	0.0029
Si	-4.067	-1.3439	16.2804	-0.0001	-0.0067	0.0135
Si	-1.317	1.3874	16.3265	0.01	-0.0157	-0.0139
Si	-4.0409	4.0858	16.355	0.0159	-0.0043	0.02
Si	-1.3367	6.7988	16.3715	0.0014	-0.0005	0.0218
Si	-4.0444	9.5061	16.3693	-0.013	0.0163	-0.0077
Si	-1.3833	-4.1399	16.349	0.0009	-0.0054	-0.0142
Si	2.7113	-0.0654	17.7042	0.016	-0.0081	-0.0431
Si	5.3768	2.7316	17.5792	-0.0137	0.0119	-0.0516
Si	2.7322	5.4392	17.7221	0.015	0.005	-0.0093
Si	5.4045	8.1787	17.6986	0.0144	0.0063	-0.0267
Si	2.7032	-5.3272	17.6961	-0.0022	0.0198	-0.0306
Si	5.3833	-2.6481	17.6247	-0.0326	0.04	-0.0172
Si	8.1363	0.0183	17.615	0.0252	0.0109	-0.0223
Si	-5.4767	2.7199	17.6322	-0.0092	-0.0094	-0.0248
Si	8.1894	5.4898	17.709	-0.0247	-0.0225	-0.0018
Si	-5.3627	8.1164	17.7353	-0.0163	-0.0208	-0.0104
Si	8.2253	-5.5522	17.4434	0.0492	-0.0247	-0.033
Si	-5.4592	-2.6989	17.5965	-0.0234	-0.0129	-0.0471
Si	-2.6936	0.0238	17.6316	-0.0204	-0.0128	-0.0128
Si	0.0441	2.6986	17.7512	-0.0073	-0.0021	0.0099
Si	-2.6444	5.4042	17.7606	0.002	-0.0091	-0.0422
Si	0.0137	-8.1204	17.7226	-0.0217	-0.0012	-0.0388
Si	-2.7015	-5.4869	17.7865	0.0248	0.0073	-0.0019
Si	-0.0564	-2.786	17.712	0.016	0.0047	-0.0329
Si	1.3096	1.2311	19.0924	0.0092	-0.0212	0.0393
Si	4.0444	4.0056	19.0488	-0.0081	-0.0455	0.0517
Si	1.468	6.9065	19.0538	-0.0018	0.0175	0.023
Si	4.1223	-6.6285	19.0197	-0.0136	0.0005	0.0421
Si	1.3141	-4.0624	19.152	-0.0052	-0.0164	0.0495
Si	4.0848	-1.3577	19.1579	0.0217	-0.0073	0.0826
Si	6.7243	1.3665	18.8946	-0.0112	-0.0024	0.0528
Si	-6.7769	4.0797	19.0474	-0.0076	0.0057	0.0331
Si	6.7639	6.8172	19.0726	-0.0188	-0.0042	0.0482
Si	-6.8196	9.4685	18.9632	-0.0094	0.0014	0.0681
Si	6.9023	-4.0792	18.6152	0.0166	-0.0048	-0.008
Si	9.5465	-1.2672	18.9665	0.0064	0.0155	0.0441
Si	-4.0518	1.4093	18.9484	0.016	0.0232	0.0246
Si	-1.2166	4.0849	19.1701	0.0022	0.0271	0.0254
Si	-3.9993	6.7698	19.1421	0.0018	0.0288	0.0629
Si	-1.3515	-6.8592	19.2106	0.0045	-0.0027	0.0774
Si	-4.1608	-4.0875	18.99	-0.0106	0.0151	0.0773
Si	-1.4542	-1.4179	19.0142	-0.0026	0.0082	0.0579
Si	0.0279	-0.3027	20.4219	-0.0732	0.235	-0.699
Si	2.9528	2.3287	20.3368	-0.0469	0.1496	-0.781
Si	0.0318	5.7032	20.4315	0.0258	-0.2042	-0.6646
Si	2.6244	8.5214	20.3568	0.1188	-0.1126	-0.6822
Si	0.2585	-5.7201	20.4954	-0.1744	0.24	-0.7174
Si	2.389	-2.4073	20.4509	0.1365	-0.1346	-0.7492
Si	5.311	0.2615	20.4037	0.0013	-0.2162	-0.6884
Si	7.8595	2.9034	20.1911	0.2363	-0.0585	-0.751
Si	5.663	5.1382	20.31	-0.1826	0.1663	-0.7134
Si	7.862	8.4838	20.328	0.2217	-0.3323	-0.6551
Si	5.8018	-5.4044	20.135	-0.3025	0.1102	-0.6308
Si	8.3909	-2.981	19.9862	0.0345	0.2089	-0.7685
Si	-5.2121	-0.1027	20.292	-0.1577	0.1179	-0.6975
Si	-2.9164	2.938	20.3285	0.2369	-0.1614	-0.7447
Si	-5.1636	5.1716	20.3914	-0.2552	0.1988	-0.6804
Si	-2.3675	-8.5593	20.5528	-0.1211	0.2062	-0.7576
Si	-5.7822	-5.2197	20.2452	0.242	-0.1539	-0.7146
Si	-3.1335	-2.4611	20.2991	0.1349	-0.0902	-0.7272
Si	6.4294	-6.8073	-3.14	0.0292	-0.049	0.0563
Si	0.5421	-1.4106	-2.7221	-0.0072	-0.1629	0.057
Si	8.1085	-2.7702	-2.1764	-0.0473	-0.1122	0.0437
Si	4.2688	-8.0761	23.0271	0.0506	0.0132	-0.0401
Si	6.5363	-0.8591	23.1428	0.1125	-0.056	-0.1077
Si	1.799	4.1298	22.5715	0.0752	0.1194	-0.1506
Si	-8.0121	-5.3074	24.1815	-0.0378	0.0111	-0.0179
Si	-1.8698	1.0299	22.6403	-0.026	-0.1007	-0.113
Si	-6.653	1.8098	22.3609	0.0464	-0.0804	-0.1826
Si	-0.0542	0.6502	-4.7663	-0.0716	-0.0458	-0.0442
Si	6.5802	-3.5264	22.2468	-0.1088	-0.0357	-0.0744
Si	-6.865	-2.3481	-4.9422	-0.0637	-0.1476	-0.0092
Si	4.0027	-7.8574	-4.5577	0.1029	-0.0042	0.0598
Si	-2.8816	-3.5109	23.2091	-0.0322	0.0122	-0.1874
Si	-0.1696	-4.6995	23.4447	0.0049	-0.0814	-0.1946
Si	-2.4053	-2.4572	-2.2017	0.0669	-0.0482	0.16
Si	-5.0309	5.7183	-2.0347	-0.0473	0.0584	0.1088
Si	-0.1807	5.0601	-2.0689	0.0382	-0.0149	0.0388
Si	-4.3087	3.6734	-4.1611	0.1041	0.1017	0.0752
Si	-6.2675	4.6527	23.0347	-0.0261	0.1431	-0.0945
Si	-3.0524	8.0632	-1.9719	-0.0059	-0.002	-0.0351
Si	4.5862	5.4374	23.2417	0.054	-0.1127	-0.0679
Si	4.3342	-5.2742	-2.1453	-0.0242	-0.018	-0.0266
Si	5.552	0.3366	-1.8635	-0.1029	0.0649	-0.0077
Si	7.8795	2.4629	-2.016	0.0074	0.0765	0.0549
Si	-5.1085	-5.7474	23.2542	-0.0733	0.059	-0.0657
Si	-3.7285	-3.0098	-5.0418	0.0734	0.2259	-0.0561
Si	5.5308	-2.017	-3.6538	0.0731	-0.0756	0.1066
Si	-0.9142	7.2893	-4.0227	-0.1202	-0.0343	0.1341
Si	2.9312	-7.8675	-1.837	-0.0153	-0.0248	0.0911
Si	7.549	3.0984	-5.0736	-0.0765	-0.0417	-0.0515
Si	2.6143	-3.1769	23.4015	-0.0033	-0.0217	-0.0468
Si	-1.7662	2.4326	-2.9201	0.017	-0.0451	0.2085
Si	2.7366	-3.4327	-3.7149	-0.0516	0.0173	-0.0047
Si	-3.3549	-8.1182	23.5509	-0.0115	0.0067	-0.1262
Si	7.3414	-8.0712	23.21	-0.018	-0.0239	-0.1801
Si	1.3553	-1.3556	5.4132	-0.0043	0.0167	-0.0008
Si	4.0714	1.3719	5.4548	0.0019	0.014	0.0167
Si	1.398	4.0712	5.4809	0.0106	-0.0002	0.0085
Si	4.0879	6.8023	5.4441	0.0031	-0.0042	0.0044
Si	1.3494	9.5175	5.4153	0.0047	-0.0024	0.0173
Si	4.0783	-4.0828	5.4134	-0.0028	-0.003	0.0068
Si	6.8256	-1.368	5.4198	0.0056	-0.0115	0.0012
Si	9.5156	1.3392	5.4234	0.0211	0.0029	0.0084
Si	6.7835	4.0949	5.4879	-0.0024	0.0118	0.0115
Si	-6.8264	6.8025	5.4832	-0.0155	0.0016	0.0052
Si	6.8013	-6.8183	5.4371	-0.0076	0.0043	0.015
Si	-6.7771	-4.0858	5.4242	0.0033	-0.0087	0.0046
Si	-4.0717	-1.373	5.4307	0.0144	-0.0109	0.0007
Si	-1.3467	1.3188	5.4655	0.0158	-0.0044	0.0125
Si	-4.0785	4.0948	5.4386	0.0038	-0.0058	0.0088
Si	-1.3576	6.7999	5.457	-0.0054	-0.0002	0.0034
Si	-4.1099	-6.7353	5.4581	-0.0263	-0.0005	0.0062
Si	-1.396	-4.0583	5.4028	-0.0144	0.0144	-0.0041
Si	2.7124	-0.0052	6.7939	0.0094	-0.0002	0.0019
Si	5.4224	2.727	6.8271	-0.0046	0.0104	0.0031
Si	2.7442	5.4438	6.8234	0.008	-0.0078	0.0093
Si	5.4463	-8.166	6.8095	0.0155	-0.0069	-0.0012
Si	2.7109	-5.4379	6.7774	0.0075	0.0081	-0.0064
Si	5.4458	-2.7232	6.7744	-0.0051	0.0041	0.0006
Si	8.1701	-0.0133	6.8008	-0.0019	-0.011	-0.0089
Si	-5.4418	2.7135	6.7827	-0.0041	-0.0037	-0.0061
Si	-8.1742	5.4468	6.8431	-0.0091	0.0028	0.007
Si	-5.4504	-8.1366	6.8052	0.0035	0.0023	0.0007
Si	-8.16	-5.4357	6.7824	-0.0023	-0.0005	0.0017
Si	-5.4278	-2.7309	6.7969	0.0105	-0.0007	-0.0013
Si	-2.7199	-0.0239	6.8119	-0.0027	0.0013	0.0062
Si	0.007	2.7091	6.8072	-0.0054	-0.0055	-0.0012
Si	-2.721	5.442	6.8109	0.0011	0.0015	0.0051
Si	0.0086	8.162	6.8024	0.0078	-0.0086	-0.0006
Si	-2.7294	-5.4039	6.8074	-0.0042	0.0022	0.0049
Si	-0.0157	-2.7143	6.7691	-0.0025	-0.0076	-0.0034
Si	1.3635	1.3561	8.1676	0.0032	0.0133	-0.0074
Si	4.085	4.0901	8.1947	0.012	0.0058	0.0106
Si	1.3631	6.7983	8.1657	0.0011	-0.0028	-0.0029
Si	4.0745	-6.7956	8.1487	0.0046	-0.0106	-0.0108
Si	1.3488	-4.0768	8.1322	0.0062	-0.0083	-0.0022
Si	4.08	-1.3678	8.1419	-0.007	-0.0104	-0.0001
Si	6.7994	1.3492	8.1537	-0.0003	-0.003	-0.0097
Si	-6.7938	4.0717	8.1612	-0.0079	0.0002	-0.0096
Si	6.7909	6.807	8.1918	-0.0075	-0.0037	0.011
Si	-6.8126	-6.7904	8.1667	-0.0079	-0.0016	-0.0063
Si	6.8014	-4.0772	8.1471	0.008	0.0053	-0.0048
Si	-6.7886	-1.3679	8.1597	-0.0013	-0.0044	-0.0019
Si	-4.0815	1.3572	8.1527	0.0057	0.0039	-0.004
Si	-1.3588	4.0721	8.1622	-0.0021	-0.0069	0.0009
Si	-4.0794	6.8156	8.1551	0.0087	0.0066	-0.0026
Si	-1.3608	-6.7882	8.1455	-0.0018	0.0072	-0.0082
Si	-4.0821	-4.0692	8.1818	0.0083	0.0101	0.001
Si	-1.3576	-1.3721	8.1665	-0.0128	0.004	-0.0002
Si	-0.0025	-0.0014	9.5199	0.0022	-0.0032	-0.0042
Si	2.7122	2.7243	9.5301	0.0126	0.0068	0.0004
Si	0.0019	5.4352	9.5223	0.0006	-0.0017	0.0035
Si	2.7226	-8.1585	9.5201	-0.0037	0.002	0.0015
Si	0.0033	-5.4377	9.5066	0.0016	0.0038	-0.0071
Si	2.7127	-2.7244	9.4993	-0.0022	0.0041	-0.0002
Si	5.4346	-0.0059	9.5106	0.003	0.0076	-0.0025
Si	-8.1579	2.7102	9.5136	-0.0091	0.0002	-0.0053
Si	5.4405	5.4476	9.5506	0.0122	-0.0013	0.0047
Si	-8.1614	-8.1514	9.5349	-0.0096	0.003	-0.0049
Si	5.4394	-5.4384	9.5095	0.0001	0.0037	-0.0017
Si	-8.1591	-2.7224	9.5166	0.0031	0.0003	0.0016
Si	-5.4341	-0.002	9.5213	0.0001	-0.0011	0.0001
Si	-2.7225	2.7153	9.5196	-0.0077	-0.0053	0.0018
Si	-5.4323	5.4427	9.5121	0.0041	-0.0033	-0.0006
Si	-2.7119	-8.1541	9.5134	-0.0022	-0.0022	-0.0024
Si	-5.443	-5.4399	9.5265	0.0005	-0.0009	-0.0034
Si	-2.7183	-2.718	9.5354	-0.0024	-0.0135	0.004
Si	1.3604	-1.3619	10.8691	-0.0034	-0.0012	0.0034
Si	4.0789	1.3621	10.8719	-0.0069	0.0081	0.0011
Si	1.3568	4.0826	10.8971	0.0022	-0.0064	0.0028
Si	4.0738	-9.5118	10.8986	0.0111	-0.0126	0.0053
Si	1.3528	-6.8046	10.874	0.0063	0.0015	-0.002
Si	4.0676	-4.0854	10.8647	-0.0023	0.0005	-0.0012
Si	6.7952	-1.3605	10.8735	-0.0021	-0.004	0.0006
Si	-6.7948	1.3614	10.8785	0.0009	0.0004	-0.0033
Si	-9.51	4.0731	10.8778	-0.0017	0.0008	-0.0007
Si	-6.7896	-9.5201	10.8755	-0.0121	0.0031	0.0018
Si	-9.5253	-6.7927	10.8874	0.0079	-0.0057	-0.0016
Si	-6.8015	-4.0807	10.8845	-0.0064	-0.0036	-0.0036
Si	-4.0753	-1.3548	10.8925	0.0161	0.0022	0.0035
Si	-1.364	1.3561	10.8826	-0.0009	0.0038	0.0045
Si	-4.0719	4.0879	10.8797	0.0004	-0.0001	0.0004
Si	-1.3561	6.8006	10.8778	0.0005	0.0087	-0.0002
Si	-4.0733	-6.8026	10.8766	-0.0036	0.0062	0.0013
Si	-1.3515	-4.0852	10.8736	-0.0046	0.0028	0.0001
Si	2.7136	0.0067	12.2249	0.0115	0.0076	-0.0025
Si	5.4289	2.7326	12.2309	0.0218	0.0007	-0.0054
Si	2.7161	5.4473	12.2621	-0.0006	0.0055	0.01
Si	5.4385	-8.152	12.2522	0.0022	0.013	0.0056
Si	2.708	-5.4451	12.2309	-0.0099	-0.0051	0.0027
Si	5.4248	-2.7241	12.2233	-0.0055	-0.004	-0.0016
Si	8.1533	0.0093	12.23	-0.0088	-0.0045	0.0068
Si	-5.4299	2.725	12.2372	-0.0071	0.0064	0.0002
Si	-8.1413	5.4277	12.227	-0.0062	-0.0141	-0.003
Si	-5.4261	-8.1664	12.2385	0.0113	-0.0016	0.008
Si	-8.1547	-5.4437	12.248	-0.0093	0.0102	-0.0022
Si	-5.4367	-2.7247	12.2416	-0.0081	-0.0089	0.0004
Si	-2.7106	-0.0035	12.2576	-0.0137	-0.0028	0.006
Si	-0.0115	2.7197	12.246	-0.0031	-0.0037	0.0027
Si	-2.7116	5.4465	12.2464	-0.0003	-0.0101	0.0011
Si	0.0044	8.1506	12.2464	-0.0084	-0.0037	-0.0004
Si	-2.6977	-5.4539	12.2297	0.0111	0.0041	0.0035
Si	-0.0038	-2.716	12.2304	0.0146	-0.0045	0.0036
Si	1.3497	1.3546	13.595	0.0003	0.0078	0.0008
Si	4.0797	4.0841	13.6165	-0.0031	-0.0007	-0.0012
Si	1.3577	6.8034	13.6313	-0.005	0.0057	-0.0024
Si	4.0572	-6.7999	13.6062	0.0031	0.0009	0.0056
Si	1.3393	-4.0863	13.5833	0.0066	-0.0022	-0.0065
Si	4.0647	-1.3564	13.5773	-0.0006	0	-0.0007
Si	6.7908	1.3835	13.5809	-0.0073	0.01	0
Si	-6.7769	4.0895	13.605	0.0001	0.0009	0.0009
Si	6.8133	-9.5392	13.5732	0.0143	-0.0023	-0.0063
Si	-6.7793	-6.8075	13.5999	-0.0084	0.0063	0.0006
Si	6.7793	-4.088	13.5838	-0.0031	0.0025	-0.011
Si	9.5099	-1.3569	13.5827	0.0087	0.0021	0.0027
Si	-4.0678	1.3724	13.6012	0.0168	-0.0027	-0.0019
Si	-1.353	4.091	13.6144	-0.0041	-0.0028	0.0046
Si	-4.0649	6.806	13.6137	-0.0037	0.0013	0.0011
Si	-1.3557	9.5027	13.61	0.0025	0.003	-0.0016
Si	-4.0459	-4.0881	13.5776	-0.0055	0.0018	-0.0066
Si	-1.3461	-1.3669	13.6198	0.0074	-0.0023	0.0032
Si	0.0196	-0.0083	14.9852	0.0104	-0.0047	-0.0112
Si	2.6916	2.7235	14.957	0.004	0.0014	-0.0108
Si	0.0056	5.4374	14.9986	-0.0069	-0.0084	-0.0057
Si	2.7048	8.1755	14.9991	-0.0068	-0.008	-0.0098
Si	-0.0052	-5.4465	14.9625	0.0076	0.0066	-0.0118
Si	2.6867	-2.7132	14.9245	-0.0085	0.0121	-0.0115
Si	5.4194	0.0222	14.9197	-0.0136	-0.0009	-0.0106
Si	8.1471	2.7499	14.942	-0.0052	-0.0013	-0.0133
Si	5.4468	5.4629	14.9624	0.0111	-0.0061	-0.0058
Si	8.1877	-8.2062	14.9297	0.004	0.0017	-0.0148
Si	5.4169	-5.4392	14.9545	-0.0061	0.0109	-0.0025
Si	8.1351	-2.7197	14.9252	-0.0198	-0.0044	-0.0078
Si	-5.4428	0.0058	14.9319	-0.0199	-0.0037	-0.0073
Si	-2.7036	2.7264	14.9743	-0.0201	0.0121	-0.0058
Si	-5.4035	5.4363	14.979	0.0008	-0.0177	-0.0054
Si	-2.6996	8.1459	14.9942	0.0117	0.0076	-0.0033
Si	-5.3741	-5.4596	14.938	0.0089	-0.0096	-0.0133
Si	-2.7076	-2.742	14.9694	0.0082	-0.0138	-0.0048
O	-5.204	4.6931	-3.2643	-0.5408	-0.0432	-0.2648
O	4.2269	1.191	-1.5426	-0.3135	0.0145	-0.572
O	5.5035	-4.4604	21.4578	-0.6842	0.214	0.5306
O	8.0266	-1.7362	-0.9322	0.4159	0.3781	0.081
O	4.017	-2.4998	-3.4183	-0.0813	0.0075	0.4872
O	2.1431	2.8613	21.6409	-0.3206	-0.3509	0.3927
O	-5.3892	0.0929	-0.5316	0.0159	-0.0063	-0.4337
O	-5.3907	-5.8887	21.6705	-0.0436	-0.267	0.0115
O	1.0854	-1.0459	-1.2529	-0.0268	0.5014	-0.1426
O	5.4282	5.4361	-0.4614	0.1695	-0.2493	-0.4125
O	-0.9382	5.6397	-0.7733	0.0333	-0.1803	0.1254
O	-0.8511	0.1314	21.7388	-0.123	-0.416	0.4752
O	2.6738	2.7642	-0.3533	-0.0729	0.0851	-0.4296
O	1.2137	-1.3379	20.8971	0.0871	0.1308	0.4776
O	1.4926	-7.4546	-1.2385	-0.4077	-0.179	-0.3669
O	4.142	1.3267	20.8749	-0.109	-0.1479	0.1713
O	5.088	5.6988	21.7214	0.0411	0.4482	0.0295
O	6.8758	-6.5541	20.5527	-0.091	0.0525	0.3388
O	-3.6338	6.7236	24.1258	0.4161	-0.2458	-0.0168
O	4.838	-4.2999	-0.9745	0.4805	0.0411	-0.1636
O	-6.8437	-4.0337	20.601	0.068	-0.0906	0.1653
O	6.6061	-2.8685	-2.7738	-0.1484	-0.2536	0.1688
O	-0.0846	-5.4733	-0.4872	-0.0427	-0.0348	-0.0566
O	-5.8347	3.1823	22.5096	0.2537	-0.1925	-0.2231
O	-2.504	2.1739	21.6998	0.0598	0.2553	-0.0121
O	8.0411	2.7415	-3.5835	0.2041	-0.1788	-0.102
O	0.8214	3.698	23.7504	0.19	0.2481	0.4573
O	-7.9858	2.0724	21.5043	-0.5178	-0.2152	0.1016
O	-4.0849	6.9423	-2.5124	0.0491	0.1052	-0.325
O	-4.3028	4.9374	-0.8453	0.0676	-0.0276	0.0019
O	-7.5545	-4.0883	-1.4955	0.0284	-0.3829	-0.2457
O	3.6601	-4.2252	24.0479	0.3136	-0.1062	0.0783
O	-2.5066	7.6836	-0.5	-0.4109	0.2018	0.3769
O	-3.9516	4.1269	20.7436	0.2777	-0.1941	0.4384
O	8.1217	-0.9141	23.5788	0.0226	-0.5632	0.1117
O	3.607	-6.8475	23.8094	-0.4527	0.0279	-0.1424
O	2.9386	-4.745	-2.7773	-0.6329	-0.2429	0.3787
O	6.6458	-6.9197	-1.5514	-0.409	0.1334	-0.3054
O	3.004	-2.9666	21.8495	0.7719	-0.194	0.1638
O	-1.4919	1.4481	-1.6367	0.0549	-0.557	-0.3132
O	7.5988	-4.524	22.9747	-0.031	-0.0648	-0.348
O	-7.2381	-2.2963	-3.3718	0.3122	0.2463	-0.0213
O	-2.6088	-3.1876	21.65	0.5586	-0.0262	0.1154
O	-7.8709	4.6983	23.2769	-0.239	-0.3278	-0.2968
O	-3.2356	-2.8169	-3.5228	-0.2945	0.0478	0.2324
O	-0.3592	-5.232	21.9229	-0.2393	0.0349	0.1982
O	-1.9515	-3.7553	-1.3347	-0.3135	-0.1705	-0.3579
O	0.9821	5.2216	21.6824	-0.0478	0.2101	0.1628
O	-1.0427	-1.712	-2.6409	-0.1265	0.0803	-0.3424
O	1.2286	4.5372	-1.4793	0.3538	-0.0756	-0.4441
O	5.7445	0.0711	24.1875	-0.2058	0.4739	-0.3015
O	-1.1683	6.7024	20.9575	0.0649	-0.0993	0.2969
O	-3.4052	-1.5458	-1.3107	-0.1872	0.0763	-0.0991
O	-1.8323	-8.1295	-3.0181	0.3101	0.5674	-0.19
O	1.441	-6.7912	20.8774	-0.0507	0.0505	0.1815
O	-3.039	-8.1118	21.9631	-0.2323	-0.0498	-0.1026
O	5.8232	-7.734	22.7551	0.0962	0.5086	-0.065
O	5.8423	4.7787	24.0494	-0.1591	-0.2973	0.3224
O	6.7956	4.0297	20.7065	0.0118	-0.0143	0.4039
O	-2.8325	2.9306	-0.1692	0.0955	-0.0079	-0.3617
O	-0.036	6.224	-3.1734	0.3554	0.0525	-0.2324
O	7.9377	-6.8737	24.1034	-0.072	-0.2094	0.4028
O	5.5499	-0.4476	-3.2612	0.0243	0.4398	-0.5629
O	6.8563	1.2532	-1.7866	0.1014	-0.1859	0.1999
O	-5.3322	2.7322	-4.9657	0.0762	-0.6003	0.3927
O	-3.8366	-4.7823	23.4282	0.0224	0.0013	0.174
O	-1.4442	-3.8062	23.8583	0.2656	0.1987	0.7289
O	-3.3258	2.7726	-3.2346	-0.3376	-0.4838	0.422
O	-7.0462	1.9984	-1.3317	0.1683	0.1023	-0.3547
O	-4.181	-1.2836	20.786	-0.0283	0.019	0.2632
O	-1.8839	6.5446	-5.0614	0.2423	-0.3077	-0.0076
O	6.1769	-0.2125	21.6981	0.3966	0.1037	0.0787
O	-1.014	3.8432	-2.6983	0.0389	0.1207	-0.1179
O	-6.4254	6.2733	-1.425	-0.3177	-0.2065	-0.4898
O	-5.3458	-2.8831	-5.1136	-0.0251	-0.1948	-0.2254
O	-5.8119	5.6535	21.8275	-0.3218	0.5143	0.3148
O	3.4238	7.9992	21.6711	-0.2788	-0.4858	0.1056
O	5.6258	-0.7088	-0.6312	-0.4979	0.166	-0.009
O	5.5233	-5.4456	-3.2391	0.1828	0.5033	-0.2701
O	7.3711	6.9243	24.1155	0.0744	0.1002	0.6434
O	-8.0364	7.9998	-0.3351	0.0333	0.024	-0.3836
O	-5.5406	-5.4115	-0.4896	0.1198	0.176	-0.1203
O	-3.5858	-2.2868	23.9297	-0.3048	-0.0824	0.3937
O	5.949	-2.39	23.2137	-0.674	-0.2885	0.6356
O	2.841	-2.7134	-0.2958	-0.1072	-0.1304	-0.2084
O	-8.0887	8.0256	21.8604	0.2688	-0.5167	0.1443
O	-5.7875	0.657	21.6207	0.2209	-0.1022	0.3258
O	7.2955	3.7835	-1.295	-0.1206	0.3928	-0.2696
O	-3.0743	0.2037	23.3489	-0.0327	0.1976	-0.3027
O	-0.9787	1.7354	23.7656	0.2367	-0.4148	0.4529
O	2.8491	-7.9925	-3.4327	-0.5922	-0.0064	-0.2113
O	3.9719	-6.6909	-1.4484	0.3448	-0.0497	0.3061
O	-7.0606	1.3793	23.8548	0.0478	0.2953	0.5669
O	1.3625	-2.6656	-3.3579	-0.1874	-0.3299	-0.2307
O	3.5006	7.086	-1.2077	-0.0724	-0.3198	-0.2311
O	-6.4	-5.1863	24.064	0.0727	0.5955	0.2343
O	-3.832	-6.8786	-1.6413	0.1081	0.3506	-0.5458
O	5.4762	-7.9323	-3.8505	0.0618	-0.2173	-0.1779
O	7.8835	-6.8601	-3.8488	0.5084	0.34	0.2327
O	1.1436	-3.8026	23.5217	-0.1944	-0.023	0.0667
O	2.5944	-1.7341	24.1408	-0.2174	0.5266	-0.3049
O	-4.6702	-7.2039	23.8005	-0.4643	-0.0444	0.1223
O	0.7721	-0.0903	-3.603	0.2483	0.2826	0.4044
O	-1.1528	1.6772	-4.1989	-0.2392	0.0957	-0.6457
O	3.2097	4.6042	23.2093	0.0044	-0.3563	0.538
O	7.4385	-2.5873	21.2389	-0.1016	0.6491	0.121
O	0.1118	-8.1297	-4.8704	0.6318	-0.349	0.1795
O	4.2211	6.8775	23.8872	-0.455	0.1138	0.4424

Results
total energy: -82020.888 eV
total energy less fixed offsets of O -438.25, Si -107.07 eV per atom: 0.792 eV
